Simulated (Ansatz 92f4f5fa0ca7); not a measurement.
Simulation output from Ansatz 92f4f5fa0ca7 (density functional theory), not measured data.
Periodic cell of 534 atoms, Si286O176H72, with a vacuum gap, from a study of silicon, its oxide and their interface. The atomic structure is a simulated model.

Settings
functional: r2SCAN
potential files: Ansatz PAW
basis: plane waves
wave-function cutoff: 800 eV
density cutoff ratio: 5
exchange-correlation grid ratio: 1
k mesh: 1 x 1 x 1, Gamma-centred
self-consistency stop: 2e-11 eV per atom in the density residual
occupations: fixed
spin: none
net charge: 0
applied field: sawtooth along c, amplitude -0.015 V/angstrom in the program's sign convention, ramp centred at 0.9882 of c and 0.0236 of c wide, no dipole correction

Cell vectors (angstrom)
a 16.3305 0 0
b 0 16.3305 0
c 0 0 42.4565

Atoms and the computed forces on them: element, x, y, z (angstrom), force x, y, z (eV/angstrom)
Si 0.353 -0.098 28.812 -0.003 0.007 -0.007
Si 3.049 2.458 28.896 -0.011 0.001 -0.004
Si -0.382 5.732 28.598 0 -0.003 -0.011
Si 2.318 8.542 28.72 0.011 -0.004 -0.012
Si 0.035 10.736 28.524 0.003 0.006 -0.005
Si 2.484 13.939 28.828 0.002 -0.004 -0.019
Si 5.162 0.189 28.882 -0.003 -0.006 -0.001
Si 7.965 3.072 28.954 0.005 0.002 -0.01
Si 5.763 5.347 28.806 0.004 0.006 -0.004
Si 7.988 8.27 29.414 0.009 -0.004 -0.014
Si 5.842 10.446 28.797 0.003 -0.005 -0.012
Si 8.45 13.23 28.776 -0.007 0.002 -0.006
Si 11.172 -0.218 28.626 -0.003 0.006 -0.008
Si 13.312 2.876 28.704 -0.007 -0.001 -0.014
Si 11.111 5.144 28.982 -0.002 0.007 -0.002
Si 13.612 7.836 28.777 -0.011 0.002 -0.003
Si 10.631 10.986 28.571 0.002 -0.001 -0.012
Si 13.348 13.828 28.494 0.007 -0.002 -0.009
Si 1.473 1.353 30.235 0.009 -0.001 -0.009
Si 4.15 4.144 30.07 0.005 -0.006 -0.009
Si 1.237 6.85 29.949 -0.003 0.007 0.001
Si 4.022 9.542 30.026 -0.005 -0.004 0.007
Si 1.248 12.276 29.938 -0.001 0 0.004
Si 4.031 14.998 30.226 0.004 0.011 0.001
Si 6.788 1.387 30.089 0.002 0.006 -0.003
Si 9.492 4.128 30.315 -0.003 -0.004 -0.003
Si 6.649 6.769 30.46 0.005 0.004 -0.01
Si 9.632 9.609 30.25 -0.016 -0.01 -0.008
Si 6.837 12.162 30.086 0.006 0.001 0.001
Si 9.578 14.935 29.958 0.002 -0.004 -0.004
Si 12.241 1.301 30.063 0.001 0.002 -0.002
Si 14.972 4.043 29.943 -0.002 0.005 0.006
Si 12.241 6.723 30.266 0.004 -0.003 -0.01
Si 14.861 9.52 29.905 -0.003 -0.01 0.001
Si 12.218 12.236 29.867 -0.005 0.003 -0.006
Si 14.953 14.996 29.879 0.005 0.003 -0.007
Si 0.004 2.754 31.393 0.003 -0.013 0.004
Si 2.747 0.002 31.634 -0.016 0.006 -0.006
Si -0.092 8.192 31.364 0.002 -0.001 0.006
Si 2.661 5.493 31.33 0.007 -0.004 0.013
Si -0.072 13.631 31.337 0 0.003 0.012
Si 2.676 10.959 31.349 0.008 0.002 0.01
Si 5.467 2.764 31.499 -0.006 0 0.004
Si 8.191 -0.031 31.355 -0.004 0.003 0.009
Si 5.234 8.197 31.579 0.011 -0.008 -0.003
Si 8.156 5.469 31.68 0.005 0.004 -0.008
Si 5.461 13.57 31.415 -0.007 -0.001 0.01
Si 8.179 10.91 31.56 0.006 -0.003 -0.004
Si 10.878 2.646 31.489 -0.009 0.008 0
Si 13.652 -0.015 31.376 0.006 -0.002 0.002
Si 10.925 8.168 31.549 0.003 0 -0.003
Si 13.66 5.338 31.49 -0.009 0.011 0
Si 10.913 13.586 31.359 -0.002 0 0.006
Si 13.572 10.906 31.298 0.003 0.006 0.01
Si 1.35 4.126 32.751 -0.004 0 0.028
Si 4.12 1.409 32.885 0.013 -0.002 0.01
Si 1.327 9.54 32.714 0.002 -0.018 0.024
Si 3.937 6.786 32.863 0.009 -0.004 0.021
Si 1.296 14.94 32.808 0.011 0.003 0.014
Si 4.054 12.255 32.776 -0.009 -0.007 0.019
Si 6.8 4.055 32.932 -0.004 -0.001 0.018
Si 9.507 1.3 32.814 -0.001 0.014 0.021
Si 6.757 9.52 32.839 0.005 -0.004 0.019
Si 9.543 6.849 32.926 -0.011 -0.009 0.015
Si 6.825 14.963 32.755 0.01 0.01 0.027
Si 9.553 12.301 32.828 -0.006 -0.001 0.014
Si 12.257 4.019 32.837 0.01 0.008 0.019
Si 14.977 1.372 32.756 -0.014 0.004 0.023
Si 12.305 9.563 32.796 -0.016 -0.028 0.021
Si 14.97 6.798 32.799 -0.004 0.002 0.015
Si 12.274 14.949 32.734 -0.009 0.009 0.022
Si 14.936 12.25 32.708 0.011 -0.002 0.018
Si -0.016 0.021 34.147 0.027 -0.014 0.198
Si 2.703 2.772 34.157 -0.007 -0.008 0.211
Si 0.013 5.463 34.165 -0.017 -0.001 0.211
Si 2.63 8.187 34.185 -0.021 0.044 0.215
Si -0.019 10.895 34.092 -0.044 0.033 0.205
Si 2.697 13.609 34.152 0.004 -0.001 0.192
Si 5.49 0.005 34.171 -0.016 0.004 0.217
Si 8.181 2.679 34.222 0.039 -0.021 0.223
Si 5.385 5.446 34.196 -0.013 0.01 0.212
Si 8.128 8.183 34.22 -0.008 0.019 0.208
Si 5.411 10.902 34.17 -0.023 0.023 0.21
Si 8.172 13.641 34.17 0.009 -0.026 0.215
Si 10.904 -0.041 34.141 0.026 -0.033 0.211
Si 13.627 2.688 34.186 0.017 -0.009 0.197
Si 10.915 5.425 34.199 0.002 -0.001 0.217
Si 13.622 8.168 34.166 -0.001 0.005 0.201
Si 10.917 10.905 34.143 -0.011 0.026 0.212
Si 13.618 13.608 34.113 0.022 -0.002 0.208
Si 1.342 1.402 35.504 0.007 -0.097 0.204
Si 4.054 4.081 35.561 -0.069 0.147 0.365
Si 1.338 6.804 35.57 -0.146 0.147 0.312
Si 4.064 9.518 35.523 -0.123 0.094 0.192
Si 1.351 12.225 35.495 -0.004 0.085 0.185
Si 4.07 14.995 35.499 0.017 -0.088 0.187
Si 6.819 1.349 35.581 0.098 -0.15 0.366
Si 9.536 4.078 35.559 0.091 -0.113 0.257
Si 6.77 6.795 35.549 -0.024 0.118 0.337
Si 9.55 9.543 35.502 -0.175 0.096 0.392
Si 6.8 12.259 35.512 -0.067 0.08 0.226
Si 9.529 14.979 35.535 0.087 -0.036 0.29
Si 12.248 1.333 35.524 0.108 -0.045 0.208
Si 14.98 4.09 35.53 -0.013 -0.068 0.125
Si 12.261 6.803 35.547 0.05 0.002 0.229
Si 14.991 9.527 35.505 -0.01 0.022 0.184
Si 12.27 12.266 35.494 -0.025 -0.049 0.348
Si 14.967 14.979 35.489 -0.037 -0.001 0.247
Si 0.007 2.749 6.957 -0.041 -0.015 -0.136
Si 2.719 0.061 6.899 -0.138 0.034 -0.233
Si -0.012 8.165 6.95 0.133 -0.083 -0.341
Si 2.712 5.429 6.966 0.111 -0.147 -0.293
Si 0.007 13.616 6.882 0.016 0.005 -0.295
Si 2.718 10.883 6.925 0.094 -0.028 -0.258
Si 5.435 2.728 6.961 0.007 0.07 -0.189
Si 8.192 0.014 6.965 -0.14 0.068 -0.362
Si 5.426 8.156 6.949 0.152 -0.089 -0.244
Si 8.142 5.44 6.955 -0.01 0.082 -0.164
Si 5.429 13.626 6.9 0.015 -0.01 -0.335
Si 8.202 10.888 6.891 0.137 -0.222 -0.394
Si 10.908 2.721 6.944 -0.072 0.093 -0.26
Si 13.624 -0.007 6.92 0.054 0.07 -0.317
Si 10.868 8.157 6.931 0.038 -0.002 -0.197
Si 13.626 5.449 6.958 -0.064 -0.003 -0.164
Si 10.905 13.611 6.9 0.013 0.02 -0.391
Si 13.619 10.898 6.887 -0.061 0.024 -0.34
Si 1.361 4.093 8.366 -0.005 -0.003 -0.198
Si 4.052 1.402 8.325 -0.005 0.014 -0.217
Si 1.375 9.509 8.285 0.006 -0.008 -0.201
Si 4.085 6.765 8.312 0.025 -0.015 -0.212
Si 1.368 15.002 8.224 -0.005 0.018 -0.208
Si 4.09 12.257 8.276 0.013 -0.025 -0.204
Si 6.791 4.088 8.339 -0.009 -0.005 -0.204
Si 9.545 1.388 8.322 -0.018 0.021 -0.212
Si 6.875 9.498 8.247 0.014 -0.026 -0.215
Si 9.497 6.808 8.325 0.019 -0.026 -0.202
Si 6.78 14.987 8.263 -0.015 0.035 -0.212
Si 9.568 12.233 8.249 0.008 -0.009 -0.233
Si 12.261 4.081 8.32 -0.013 0.028 -0.188
Si 14.967 1.376 8.291 -0.011 0.019 -0.186
Si 12.26 9.528 8.243 0.005 -0.026 -0.214
Si 14.985 6.805 8.333 0.028 -0.04 -0.208
Si 12.256 14.973 8.259 -0.02 0.009 -0.222
Si 14.968 12.267 8.246 0.009 -0.004 -0.226
Si -0.009 -0.02 9.612 0.001 -0.005 -0.015
Si 2.724 2.753 9.765 -0.012 -0.014 -0.024
Si 0.007 5.458 9.74 0 0 -0.021
Si 2.702 8.098 9.637 0.007 0.016 -0.017
Si 0.017 10.915 9.584 -0.003 -0.004 -0.014
Si 2.735 13.681 9.606 -0.012 -0.006 -0.024
Si 5.398 -0.001 9.641 0.001 -0.015 -0.017
Si 8.155 2.726 9.688 0.007 0.013 -0.017
Si 5.442 5.447 9.736 -0.006 -0.012 -0.024
Si 8.146 8.152 9.745 0.013 0.021 -0.029
Si 5.548 10.884 9.547 -0.002 0.009 -0.013
Si 8.206 13.633 9.533 -0.011 -0.002 -0.014
Si 10.973 0.054 9.629 -0.005 -0.008 -0.018
Si 13.634 2.734 9.696 -0.003 -0.013 -0.024
Si 10.867 5.438 9.662 0.002 0.004 -0.013
Si 13.625 8.214 9.627 0.005 0.028 -0.014
Si 10.906 10.848 9.63 0.018 0.012 -0.022
Si 13.574 13.59 9.615 0.015 0.009 -0.02
Si 1.359 1.274 11.02 -0.004 0.002 -0.005
Si 4.068 4.175 11.171 0.008 -0.003 -0.007
Si 1.332 6.843 11.132 -0.005 0.001 -0.013
Si 4.22 9.422 10.796 -0.017 0.024 0.008
Si 1.347 12.326 10.899 0.011 -0.008 0.001
Si 4.089 14.972 11.063 0 0.005 -0.007
Si 6.739 1.35 10.992 0.004 -0.002 -0.003
Si 9.518 4.075 11.066 0.011 -0.004 -0.004
Si 6.781 6.778 11.165 -0.004 0.003 -0.009
Si 9.568 9.526 11.056 -0.009 -0.004 -0.007
Si 6.911 12.27 10.898 -0.004 -0.003 0.001
Si 9.58 14.994 10.854 0.005 -0.001 -0.001
Si 12.295 1.389 11.086 0.001 0.008 -0.004
Si 14.998 4.059 11.098 -0.004 0.003 -0.004
Si 12.268 6.838 10.944 0.004 -0.016 -0.004
Si 14.999 9.597 10.974 0.002 -0.007 -0.004
Si 12.263 12.188 10.996 -0.01 0.002 -0.005
Si 14.894 14.987 10.95 0.013 -0.002 -0.003
Si 0.026 2.611 12.415 0.004 0 0.004
Si 2.664 -0.087 12.481 -0.002 0.001 0.007
Si -0.004 8.337 12.432 0.004 0.007 0.005
Si 2.676 5.556 12.614 -0.003 -0.004 -0.002
Si -0.134 13.584 12.28 0.001 0.006 0.004
Si 2.931 10.939 11.905 -0.006 -0.014 0.023
Si 5.411 2.688 12.444 0.001 -0.002 0
Si 8.213 -0.026 12.196 -0.004 -0.002 0.012
Si 5.378 8.187 12.469 0.005 0.008 -0.002
Si 8.17 5.404 12.521 0.002 -0.004 -0.001
Si 5.594 13.621 12.288 0.001 -0.005 0.01
Si 8.254 10.986 12.353 0 0.004 -0.001
Si 10.926 2.742 12.443 -0.009 -0.001 0.001
Si 13.632 0.007 12.459 -0.005 -0.008 -0.002
Si 10.962 8.161 12.388 0.013 0.006 0.004
Si 13.631 5.53 12.337 -0.001 0.006 0.007
Si 10.86 13.604 12.222 0.004 0.006 0.009
Si 13.682 10.899 12.413 0 -0.001 0.003
Si 1.562 3.764 13.743 -0.004 -0.002 -0.027
Si 3.797 1.538 13.753 -0.001 0 -0.033
Si 1.628 9.792 13.368 0.007 0.004 -0.031
Si 3.602 7.4 13.92 -0.005 0.011 -0.031
Si 0.989 15.025 13.678 0.003 0 -0.03
Si 4.438 11.955 13.382 -0.003 0.002 -0.032
Si 7.066 3.705 13.789 0.005 -0.003 -0.029
Si 9.308 1.468 13.595 0.007 0.006 -0.027
Si 6.634 9.832 13.547 -0.007 0.005 -0.022
Si 9.852 6.567 13.704 0.001 -0.006 -0.019
Si 7.194 14.751 13.587 0.002 -0.002 -0.033
Si 9.416 12.564 13.732 -0.007 0 -0.028
Si 12.087 4.399 13.691 0.004 0 -0.028
Si 15.258 1.061 13.853 0.006 0.002 -0.036
Si 12.572 9.315 13.697 -0.003 -0.009 -0.021
Si 14.747 7.095 13.707 -0.004 -0.002 -0.026
Si 12.364 14.705 13.58 0.004 0.001 -0.028
Si 14.678 12.555 13.817 -0.004 0.005 -0.032
Si 20.444 5.12 20.256 -0.012 0.001 -0.038
Si 14.768 -16.258 20.326 0.007 0.001 -0.047
Si -4.224 7.178 24.096 -0.001 -0.007 -0.043
Si 2.658 7.747 25.772 -0.002 0.003 -0.03
Si 14.228 26.6 20.635 0.002 0.002 -0.042
Si -10.666 26.617 19.673 0.001 -0.003 -0.037
Si 6.537 12.234 21.996 0.001 -0.003 -0.043
Si 19.966 19.913 17.618 0.003 0 -0.039
Si 9.152 1.241 23.732 0.004 0.004 -0.046
Si 7.834 24.188 22.478 -0.002 -0.001 -0.04
Si 10.926 27.17 15.887 -0.001 -0.002 -0.042
Si 25.869 5.608 23.583 -0.002 0.002 -0.038
Si 2.845 -9.98 16.596 -0.001 0.004 -0.044
Si 22.355 9.921 25.91 0.009 0.001 -0.044
Si 13.768 2.442 25.571 -0.003 0.001 -0.053
Si 19.667 26.823 24.622 -0.002 0.008 -0.047
Si 0.521 14.504 24.915 0.003 0 -0.053
Si 0.121 1.047 25.963 0.001 -0.002 -0.012
Si 6.025 7.416 20.24 -0.003 0.001 -0.036
Si -4.89 8.754 26.564 -0.002 -0.012 -0.04
Si 3.775 12.533 19.379 -0.006 0.004 -0.038
Si 1.215 15.893 20.009 -0.004 0.009 -0.038
Si 15.93 15.736 17.764 -0.001 -0.003 -0.033
Si 13.551 -4.514 23.317 -0.006 0 -0.05
Si 30.672 21.395 24.05 -0.008 0.002 -0.051
Si 18.105 14.09 22.327 0.003 0 -0.046
Si 27.82 17.966 17.992 0.007 -0.004 -0.052
Si 1.261 11.774 17.908 -0.002 0.007 -0.05
Si 16.386 5.462 15.859 -0.004 0.003 -0.04
Si 33.347 5.413 25.645 -0.005 0.001 -0.049
Si 12.519 11.955 18.439 -0.002 -0.001 -0.051
Si 18.312 -9.623 19.393 0.001 -0.003 -0.038
Si 12.052 0.83 23.501 0.001 -0.004 -0.046
Si 22.238 19.631 21.938 -0.003 0.002 -0.046
Si 14.88 -4.029 26.122 -0.001 0.004 -0.059
Si -1.327 13.048 16.862 0.003 -0.006 -0.047
Si 8.639 8.645 15.691 0.002 0.001 -0.041
Si -10.777 15.064 18.514 -0.006 0.004 -0.038
Si 11.126 0.198 15.554 -0.005 -0.004 -0.077
Si -3.258 47.336 22.149 -0.001 0.001 -0.039
Si -8.89 -11.425 25.403 0.006 -0.006 -0.03
Si 7.854 -1.849 20.156 -0.002 0.006 -0.034
Si 16.18 20.769 18.689 0.006 0.001 -0.039
Si 18.837 11.442 21.73 -0.003 0 -0.048
Si 18.302 28.723 14.998 0.004 -0.001 -0.042
Si 12.578 23.949 21.05 0.005 0.002 -0.035
Si 25.174 -12.651 21.651 -0.003 -0.001 -0.047
Si 18.788 2.982 25.985 0.006 0 -0.001
Si 43.309 11.062 22.542 0 0.005 -0.038
Si 22.89 19.34 16.637 -0.003 0.001 -0.04
Si 9.401 6.635 27.184 -0.009 0.002 -0.022
Si 24.377 26.806 23.917 0.005 0.003 -0.039
Si 17.242 9.602 19.8 0 -0.004 -0.036
Si 21.837 2.637 25.021 0.006 -0.002 -0.035
Si 7.951 8.833 18.559 0.001 -0.004 -0.049
Si -3.686 2.116 20.785 0.001 -0.005 -0.045
Si 10.116 8.839 20.481 -0.004 0.003 -0.035
Si -10.913 23.165 25.95 0.005 0.004 -0.035
Si 22.064 0.198 15.815 0 0.001 -0.051
Si 13.164 2.342 15.635 0.001 0.005 -0.045
Si 6.732 17.112 20.157 0.001 -0.004 -0.039
Si 27.027 13.447 20.635 0.002 -0.002 -0.039
Si 6.527 16.208 24.318 -0.002 0.003 -0.041
Si 17.681 1.717 18.12 0.002 0.006 -0.022
Si 8.687 19.032 18.69 -0.001 0 -0.044
Si 13.902 4.786 20.919 0.005 -0.004 -0.045
Si 4.657 30.424 23.639 -0.002 -0.006 -0.038
Si 39.789 15.248 26.933 -0.003 0.002 -0.038
Si 19.496 13.245 25.962 -0.001 -0.001 -0.016
Si 9.216 17.597 26.835 -0.009 0.006 -0.038
O -8.199 16.473 27.233 -0.001 -0.002 0.017
O -6.25 2.428 17.912 -0.008 0.002 0.013
O 2.371 3.153 27.589 0.006 -0.004 0.038
O 13.849 -3.211 27.092 -0.009 0.012 0.029
O -3.709 8.213 27.533 0.014 0 0.028
O 7.002 9.298 28.609 -0.006 0.007 0.004
O 6.125 18.246 21.123 -0.003 0.011 0.02
O 4.43 17.168 15.09 0.01 -0.005 0.026
O -5.427 6.083 24.308 0.003 0.002 0.012
O 10.839 10.02 21.314 0.001 0.007 0.018
O 9.151 2.377 22.574 0.002 -0.011 0.023
O 2.82 11.72 25.54 -0.001 0.008 0.019
O 4.102 1.319 28.326 0.005 -0.001 0.009
O -8.103 5.794 26.499 0.006 0.007 0.028
O -6.172 -3.936 21.753 0 -0.009 0.019
O 10.955 5.465 14.232 -0.005 0.004 0
O 8.854 2.595 27.67 -0.007 0.007 0.019
O 5.343 6.073 27.397 0 -0.011 0.032
O 9.746 26.089 16.02 -0.001 0 0.021
O 23.922 -4.559 23.104 0.004 -0.008 0.015
O 4.926 26.582 24.77 0.004 -0.003 0.021
O 7.749 3.498 17.63 0.008 -0.003 0.023
O 11.279 7.788 20.101 0.002 -0.002 0.023
O 17.553 9.652 28.182 -0.004 -0.004 0.009
O 12.256 -1.337 28.077 -0.004 0.001 0.008
O 6.95 10.101 18.702 -0.006 0.004 0.016
O 12.192 4.03 28.542 0.004 -0.004 0.013
O 10.632 0.623 27.313 0.01 -0.009 0.03
O 13.607 13.39 22.952 0.004 -0.008 0.017
O 7.801 16.725 23.485 -0.004 -0.002 0.019
O 14.766 6.811 28.214 0.006 -0.003 0.002
O 23.211 4.198 28.467 -0.004 -0.001 0.015
O 14.109 17.786 20.792 -0.004 0.002 0.015
O 14.087 15.089 20.966 -0.008 -0.007 0.021
O 17.692 12.551 22.012 -0.002 0.005 0.016
O 22.054 15.638 27.627 -0.008 0.007 0.025
O 5.315 6.067 19.734 0.004 0.001 0.015
O 0.636 14.992 18.782 0.006 0.001 0.016
O 7.492 -5.863 25.443 -0.011 0 0.021
O 23.621 4.13 21.82 0.001 0.001 0.014
O 12.018 18.174 22.238 -0.004 -0.007 0.03
O 9.501 12.111 28.181 0.002 0 0.001
O 2.578 8.676 14.118 0.012 -0.018 0.011
O 7.801 1.409 19.107 -0.007 -0.006 0.024
O 2.72 19.024 14.229 0.001 0 0.015
O 3.851 23.337 15.501 -0.001 -0.006 0.02
O 6.095 10.979 21.076 0.004 0.009 0.024
O -1.691 18.107 15.225 -0.005 0.002 0.01
O 6.528 3.971 15.32 -0.003 -0.003 0.023
O 12.143 1.302 14.934 0.001 0.001 0.014
O 12.902 20.129 14.988 0.004 -0.01 0.022
O 11.632 -1.857 21.454 0.007 0.004 0.017
O 8.234 18.927 14.055 -0.005 0.003 0.018
O 8.977 8.222 21.415 -0.008 -0.003 0.021
O 11.558 11.227 17.332 0.009 0.007 0.035
O 5.497 10.902 14.062 0.005 -0.003 0.011
O 5.147 3.135 17.387 -0.006 0.002 0.009
O 7.076 14.496 18.716 0.008 -0.002 0.023
O 10.258 12.082 15.064 0.007 -0.007 0.017
O 8.281 13.667 14.192 0.001 -0.001 0.013
O 17.699 -2.425 14.846 0.002 -0.004 0.01
O 9.433 -2.111 19.992 0.002 -0.002 0.011
O 11.822 1.436 19.559 0.007 0.004 0.031
O 6.511 -9.082 21.78 0.009 0.001 0.023
O 9.653 10.484 23.694 -0.007 -0.003 0.021
O 19.409 10.824 23.081 0.006 -0.008 0.038
O 16.992 4.206 15.036 -0.004 0.008 0.018
O 25.427 3.45 20.072 0.001 0.008 0.033
O 21.461 8.777 20.031 0 -0.003 0.011
O 5.46 16.404 19.435 0.004 0.006 0.014
O 15.344 14.649 16.724 0.004 0.007 0.017
O 15.3 6.296 15.015 0.013 -0.009 0.026
O -1.957 4.666 22.471 0.003 0.003 0.038
O 12.744 2.371 17.218 -0.008 -0.002 0.025
O 29.071 3.706 20.596 0 0.003 0.016
O 1.959 10.219 20.856 0.008 0.009 0.022
O 8.556 6.876 23.514 0.005 -0.007 0.02
O -2.762 18.712 27.172 -0.003 -0.001 0.041
O 13.518 6.431 24.314 0.002 0 0.012
O 6.628 3.544 25.779 0.001 0.003 0.014
O 8.763 23.472 28.549 -0.002 -0.001 0.011
O 5.253 15.552 17.013 -0.001 -0.011 0.03
O 8.646 20.842 24.393 -0.01 -0.001 0.018
O 2.615 18.687 17.354 -0.004 -0.002 0.003
O 10.021 24.284 26.492 0.002 0.002 0.017
O 3.672 -4.045 20.973 -0.003 -0.002 0.025
O 25.605 7.331 15.019 -0.004 0.008 0.019
O 16.737 2.92 18.654 -0.002 0.001 0.012
O -9.123 13.322 21.041 -0.007 -0.01 0.022
O 15.757 10.049 20.197 -0.008 0 0.02
O 7.414 9.217 14.827 0.012 -0.006 0.02
O 8.018 24.557 17.092 -0.006 0.002 0.028
O 25.488 18.052 25.288 0.002 -0.003 0.037
O 17.622 6.479 16.137 0.006 0.002 0.011
O 7.568 -0.416 20.871 0.001 -0.001 0.014
O 17.328 21.827 19.042 0.003 0.003 0.015
O 12.094 -6.186 15.016 -0.007 0.009 0.022
O 25.73 -7.024 19.113 0.007 -0.001 0.025
O 38.241 19.281 23.456 -0.004 -0.006 0.039
O 17.525 11.138 14.258 -0.005 0.012 0.025
O 1.993 11.935 16.512 -0.002 -0.003 0.04
O 34.709 14.968 20.999 0.003 -0.011 0.026
O 14.258 27.372 22.072 -0.003 0.009 0.03
O 5.513 -5.587 27.221 -0.004 0.006 0.039
O 4.608 11.224 18.869 0.002 -0.001 0.021
O -2.773 12.861 17.571 -0.01 -0.005 0.016
O 13.629 3.919 24.938 0 -0.01 0.016
O 0.134 5.17 27.153 -0.008 0.003 0.042
O 16.253 17.213 27.568 -0.003 -0.008 0.032
O 26.131 21.234 22.144 0.002 0.007 0.021
O -1.202 12.332 15.396 0.002 0.002 0.024
O 21.751 15.503 23.382 0.004 0.004 0.018
O 19.244 6.163 20.618 0.005 -0.001 0.014
O 4.003 2.867 25.544 -0.011 0.001 0.021
O 18.838 9.169 25.034 -0.002 -0.011 0.012
O -0.066 32.243 25.366 -0.001 0.007 0.02
O -3.024 6.249 20.679 -0.003 0.002 0.012
O 3.233 -11.546 16.63 0.003 -0.008 0.016
O 13.626 8.172 14.236 0 0.005 0.002
O 15.074 4.528 19.848 -0.017 0.002 0.027
O 18.143 4.302 25.322 -0.001 -0.001 0.018
O 2.958 -8.382 27.351 -0.003 0.007 0.032
O 21.707 29.234 22.866 -0.008 0.007 0.02
O 6.278 5.93 24.912 -0.006 0.004 0.011
O 15.296 18.298 25.318 0.003 -0.002 0.021
O 3.519 12.541 14.582 -0.008 0.004 0.015
O 7.365 23.91 19.376 -0.005 -0.004 0.02
O 10.507 16.692 23.644 -0.006 0 0.012
O 19.495 14.197 23.098 0.008 0 0.022
O 32.182 -11.042 24.549 0.013 0.001 0.017
O 10.625 21.985 27.513 0.006 -0.004 0.028
O 26.019 0.638 14.967 0.006 -0.006 0.018
O 33.872 10.214 18.332 -0.002 -0.009 0.025
O 12.018 11.322 23.337 0.005 0.001 0.017
O 19.65 13.328 27.564 -0.003 0.008 0.045
O 16.093 28.694 17.845 0.004 -0.005 0.019
O 32.66 16.207 14.291 -0.004 0.001 0.002
O 20.835 13.915 18.972 -0.002 -0.006 0.01
O 6.695 17.754 16.277 0.002 0.003 0.017
O 17.651 23.224 25.524 0.001 -0.001 0.015
O 3.549 4.103 19.141 0.003 0.008 0.027
O -15.73 14.605 23.3 -0.005 0.003 0.026
O 23.348 -1.264 25.345 0.007 -0.001 0.032
O -0.43 -2.997 25.446 -0.007 -0.008 0.024
O 1.971 17.167 19.353 0 -0.008 0.021
O 6.058 24.643 26.141 0 0.001 0.016
O 16.29 16.479 20.84 -0.002 -0.001 0.017
O 0.442 0.698 17.203 0.002 0.001 0.023
O 12 8.493 25.053 -0.002 0.01 0.029
O 15.687 11.264 27.106 0.008 -0.011 0.032
O 11.227 16.575 17.172 0.002 0.008 0.015
O 13.625 8.801 20.837 -0.004 -0.005 0.013
O 18.302 -2.088 25.549 0.004 -0.003 0.026
O 11.588 -1.222 14.973 -0.005 0.005 0.012
O 20.291 6.944 25.258 -0.001 0.002 0.007
O 1.123 -8.325 19.794 -0.002 0.004 0.009
O 12.032 7.667 22.569 -0.003 -0.004 0.034
O -0.655 4.877 17.2 -0.002 -0.005 0.029
O 2.925 7.002 18.083 -0.003 0.002 0.027
O 31.041 16.287 18.701 -0.002 0.005 0.023
O 2.231 12.571 18.919 0.009 0.002 0.024
O 13.388 27.33 19.439 0.008 -0.009 0.023
O 17.744 15.08 28.288 0.003 -0.003 0.012
O 23.7 25.498 23.267 -0.002 0.007 0.018
O 4.662 20.527 21.45 0.01 -0.009 0.021
O 12.974 15.878 23.214 -0.003 0.008 0.02
O 14.157 11.587 24.827 0.011 0.002 0.038
O 29.781 13.599 14.053 0.004 -0.003 0.021
O 22.221 17.409 25.2 -0.002 0.001 0.022
O 17.904 1.673 25.591 -0.001 0.001 0.012
O 22.876 -0.759 14.818 -0.011 0.01 0.027
O 28.982 1.53 24.829 0.01 0.01 0.029
O 7.703 13.857 27.477 0.008 -0.008 0.021
O 11.551 45.468 19.418 -0.01 0.007 0.023
O 11.104 10.246 27.16 -0.005 0.017 0.03
O 20.853 13.731 25.22 -0.005 -0.005 0.026
H 0.524 2.228 36.436 0.3 -0.369 -0.259
H 2.174 0.591 36.436 -0.252 0.269 -0.253
H 3.234 4.905 36.493 0.297 -0.315 -0.215
H 4.884 3.268 36.493 -0.281 0.192 -0.294
H 2.159 5.982 36.502 -0.21 0.321 -0.3
H 0.519 7.629 36.502 0.233 -0.423 -0.187
H 4.886 8.697 36.456 -0.305 0.25 -0.295
H 3.248 10.346 36.456 0.312 -0.311 -0.206
H 2.18 11.411 36.427 -0.362 0.23 -0.274
H 0.543 13.061 36.427 0.226 -0.303 -0.247
H 4.889 14.17 36.431 -0.307 0.233 -0.236
H 3.262 15.83 36.431 0.273 -0.256 -0.268
H 7.652 0.539 36.513 -0.367 0.287 -0.192
H 5.996 2.169 36.513 0.211 -0.253 -0.289
H 8.704 4.89 36.491 0.25 -0.246 -0.275
H 10.362 3.261 36.491 -0.274 0.301 -0.207
H 5.954 7.622 36.482 0.303 -0.316 -0.203
H 7.597 5.978 36.482 -0.299 0.196 -0.272
H 8.727 10.364 36.435 0.369 -0.193 -0.199
H 10.351 8.701 36.435 -0.252 0.293 -0.274
H 7.631 11.446 36.445 -0.289 0.226 -0.266
H 5.977 13.079 36.445 0.301 -0.241 -0.226
H 8.716 15.809 36.468 0.357 -0.242 -0.283
H 10.354 14.16 36.468 -0.324 0.23 -0.232
H 13.08 0.523 36.456 -0.382 0.267 -0.211
H 11.44 2.169 36.456 0.215 -0.295 -0.294
H 15.807 3.274 36.462 -0.31 0.367 -0.225
H 14.16 4.914 36.462 0.268 -0.295 -0.283
H 11.428 7.613 36.479 0.271 -0.278 -0.249
H 13.086 5.985 36.479 -0.24 0.355 -0.238
H 15.802 8.694 36.437 -0.227 0.391 -0.283
H 14.169 10.348 36.437 0.271 -0.259 -0.258
H 11.442 13.082 36.426 0.304 -0.25 -0.265
H 13.086 11.439 36.426 -0.245 0.304 -0.245
H 14.146 15.801 36.422 0.259 -0.377 -0.247
H 15.791 14.159 36.422 -0.245 0.272 -0.267
H -0.819 3.566 6.024 0.354 -0.258 0.265
H 0.825 1.923 6.024 -0.276 0.342 0.291
H 1.886 0.872 5.967 0.374 -0.288 0.214
H 3.527 -0.774 5.967 -0.154 0.324 0.292
H 0.806 7.34 6.018 -0.28 0.278 0.221
H -0.824 8.997 6.018 0.236 -0.331 0.298
H 3.532 4.605 6.033 -0.378 0.239 0.224
H 1.891 6.251 6.033 0.26 -0.245 0.298
H 0.814 12.78 5.95 -0.28 0.284 0.247
H -0.817 14.436 5.95 0.321 -0.288 0.24
H 1.888 11.697 5.992 0.261 -0.286 0.294
H 3.534 10.056 5.992 -0.259 0.336 0.234
H 6.258 1.908 6.028 -0.257 0.239 0.285
H 4.605 3.542 6.028 0.331 -0.268 0.249
H 7.359 0.824 6.033 0.351 -0.193 0.217
H 9.005 -0.816 6.033 -0.269 0.283 0.289
H 4.604 8.978 6.016 0.282 -0.275 0.295
H 6.243 7.329 6.016 -0.344 0.258 0.213
H 8.973 4.628 6.023 -0.261 0.221 0.291
H 7.315 6.257 6.023 0.292 -0.296 0.252
H 4.61 14.451 5.968 0.238 -0.292 0.255
H 6.252 12.805 5.968 -0.242 0.244 0.258
H 9.024 10.067 5.959 -0.289 0.401 0.169
H 7.371 11.701 5.959 0.197 -0.233 0.31
H 11.715 1.885 6.011 -0.28 0.277 0.283
H 10.082 3.538 6.011 0.304 -0.209 0.243
H 12.792 0.804 5.988 0.284 -0.282 0.24
H 14.446 -0.83 5.988 -0.253 0.352 0.268
H 11.702 7.347 5.999 -0.347 0.175 0.255
H 10.067 8.999 5.999 0.269 -0.356 0.272
H 12.801 6.268 6.025 0.281 -0.241 0.28
H 14.447 4.626 6.025 -0.311 0.311 0.264
H 11.733 12.795 5.968 -0.249 0.346 0.255
H 10.081 14.431 5.968 0.236 -0.325 0.233
H 14.441 10.076 5.955 -0.284 0.296 0.242
H 12.803 11.726 5.955 0.287 -0.313 0.243

Results
free energy: -284453.285 eV
free energy less fixed offsets of H -15.71, O -570.45, Si -639.56 eV per atom: -8.805 eV

The program warned: the cutoff lies below the one the program advises for these potential files; the forces do not sum to zero within the program's tolerance; empty levels may hold ghost states of the PAW files; the exchange-correlation potential is rough where the density is thin.
